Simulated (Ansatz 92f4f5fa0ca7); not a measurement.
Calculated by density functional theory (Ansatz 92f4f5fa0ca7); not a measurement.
Periodic cell of 216 atoms, Si133O81H1N1, from a study of silicon, its oxide and their interface. The atomic structure is a simulated model.
Doubt: the cutoff is far below the 930 eV that the study's wrapper takes by default for these files, so forces and energies are approximate.
This geometry differs little from another in the collection (a relaxation step or a small displacement).

Settings: functional PBE; potential files Ansatz PAW; basis plane waves; wave-function cutoff 580 eV; density cutoff ratio 5; exchange-correlation grid ratio 1; k mesh 1 x 1 x 1, Gamma-centred; self-consistency stop 5e-08 eV per atom in the density residual; occupations fixed; spin none; net charge 0.

Cell vectors (angstrom)
a, 10.938, 0, 0
b, 0, 10.938, 0
c, 0, 0, 31.3334

Atoms: element, x, y, z (angstrom)
Si, 0.2204, -0.7035, 23.9026
Si, 5.0179, 0.3323, 23.901
Si, 3.2235, 2.1289, 23.7572
Si, 7.8779, 3.0562, 23.965
Si, -0.6048, 6.1195, 23.9334
Si, 6.1347, 4.8955, 23.9473
Si, 2.1712, 8.762, 23.9542
Si, 8.5916, 7.7394, 24.216
Si, 1.3185, 1.2561, 24.9626
Si, 6.7738, 1.3633, 25.1709
Si, 4.1669, 3.9761, 25.0238
Si, 9.5768, 4.1735, 25.1409
Si, 1.3419, 6.8513, 25.09
Si, 6.8115, 6.7153, 25.2957
Si, 3.9887, 9.6163, 25.2234
Si, 9.5611, 9.4823, 25.4171
Si, 2.657, 0.0492, 26.5693
Si, 8.1673, 0.0285, 26.5549
Si, 0.0321, 2.7195, 26.43
Si, 5.4618, 2.7304, 26.5718
Si, 2.7684, 5.4244, 26.4186
Si, 8.2403, 5.4412, 26.6309
Si, 0.0696, 8.1388, 26.641
Si, 5.426, 8.2069, 26.5194
Si, 4.1018, 1.3673, 27.9152
Si, 9.5708, 1.3673, 27.9152
Si, 1.3673, 4.1018, 27.9152
Si, 6.8362, 4.1018, 27.9152
Si, 4.1018, 6.8362, 27.9152
Si, 9.5708, 6.8362, 27.9152
Si, 1.3673, 9.5708, 27.9152
Si, 6.8362, 9.5708, 27.9152
Si, 0, 0, 29.2824
Si, 5.469, 0, 29.2824
Si, 2.7345, 2.7345, 29.2824
Si, 8.2035, 2.7345, 29.2824
Si, 0, 5.469, 29.2824
Si, 5.469, 5.469, 29.2824
Si, 2.7345, 8.2035, 29.2824
Si, 8.2035, 8.2035, 29.2824
Si, 1.3673, 1.3673, 30.6497
Si, 6.8362, 1.3673, 30.6497
Si, 4.1018, 4.1018, 30.6497
Si, 9.5708, 4.1018, 30.6497
Si, 1.3673, 6.8362, 30.6497
Si, 6.8362, 6.8362, 30.6497
Si, 4.1018, 9.5708, 30.6497
Si, 9.5708, 9.5708, 30.6497
Si, 2.7345, 0, 0.6835
Si, 8.2035, 0, 0.6835
Si, 0, 2.7345, 0.6835
Si, 5.469, 2.7345, 0.6835
Si, 2.7345, 5.469, 0.6835
Si, 8.2035, 5.469, 0.6835
Si, 0, 8.2035, 0.6835
Si, 5.469, 8.2035, 0.6835
Si, 4.1018, 1.3673, 2.0507
Si, 9.5708, 1.3673, 2.0507
Si, 1.3673, 4.1018, 2.0507
Si, 6.8362, 4.1018, 2.0507
Si, 4.1018, 6.8362, 2.0507
Si, 9.5708, 6.8362, 2.0507
Si, 1.3673, 9.5708, 2.0507
Si, 6.8362, 9.5708, 2.0507
Si, 0, 0, 3.418
Si, 5.469, 0, 3.418
Si, 2.7345, 2.7345, 3.418
Si, 8.2035, 2.7345, 3.418
Si, 0, 5.469, 3.418
Si, 5.469, 5.469, 3.418
Si, 2.7345, 8.2035, 3.418
Si, 8.2035, 8.2035, 3.418
Si, 1.3622, 1.4197, 4.7846
Si, 6.7826, 1.397, 4.7896
Si, 4.1119, 4.07, 4.7594
Si, 9.6036, 4.1319, 4.8426
Si, 1.3986, 6.8392, 4.8927
Si, 6.821, 6.8573, 4.723
Si, 4.0449, 9.6068, 4.8812
Si, 9.6361, 9.5015, 4.6726
Si, 2.6714, 0.1308, 6.2813
Si, 8.1891, -0.1053, 5.8902
Si, 0.1107, 2.8366, 6.2462
Si, 5.4733, 2.7916, 6.2309
Si, 2.7995, 5.3748, 6.2225
Si, 8.2087, 5.5616, 6.1149
Si, 0.0704, 8.3659, 6.2301
Si, 5.4663, 8.1647, 6.1627
Si, 3.7331, 1.8551, 7.5848
Si, 9.6835, 1.1509, 7.0903
Si, 1.9961, 3.6073, 7.6655
Si, 6.491, 4.6103, 7.4149
Si, 4.6681, 6.2748, 7.3579
Si, 9.1277, 7.4383, 7.2416
Si, 0.6398, 10.4234, 7.4216
Si, 7.3547, 9.068, 7.224
N, 7.1133, 4.1765, 9.033
O, 7.252, 9.1781, 8.9089
O, 9.2833, 7.4265, 8.9274
O, 0.8742, 10.476, 9.0744
O, 4.2186, 1.4634, 9.143
O, 1.8583, 3.9479, 9.3117
O, 8.3741, 1.8012, 7.9604
O, 4.2309, 6.5236, 8.9389
O, 8.2748, 8.256, 22.6675
O, 8.5648, 2.2969, 22.6315
O, 6.0528, 5.656, 22.4591
O, 2.7915, 2.5627, 22.1914
O, 10.3948, 9.9865, 22.3881
O, 0.1602, 3.6684, 18.3032
O, 2.6374, 8.6295, 22.3603
O, 5.5508, -0.4966, 22.5556
Si, 7.0789, 5.2062, 10.4566
Si, -1.3197, 3.8927, 11.2213
Si, 3.2829, 7.2373, 10.0256
Si, 3.1614, 13.5046, 15.8229
Si, -1.3211, 12.2623, 12.7517
Si, -0.2473, 5.2562, 21.0325
Si, 6.3569, 10.3003, 21.1446
Si, 9.0523, -1.6421, 21.6881
Si, 6.2496, -7.9589, 15.196
Si, 1.4471, -1.4811, 10.1967
Si, 7.8211, 2.5861, 9.2697
Si, 5.7827, 0.7244, 18.5982
Si, -1.705, 2.5286, 21.1555
Si, 7.7108, 5.0206, 17.0936
Si, 6.8828, 3.2453, 19.4145
Si, 1.5157, 4.7348, 10.7136
Si, 5.2257, 5.2588, 21.1189
Si, 3.4342, -0.2235, 16.8638
Si, 5.2402, 3.7852, 12.4387
Si, 9.8634, -1.3988, 11.8085
Si, -3.5039, 11.2315, 14.5244
Si, 5.0871, -1.6904, 14.5739
Si, 2.5662, 3.8825, 21.2542
Si, 1.6582, 3.0087, 18.4689
Si, -0.8237, 10.3788, 14.6655
Si, 8.0436, 8.0544, 9.8235
Si, 5.0099, 8.023, 19.5773
Si, 13.2587, 9.1654, 20.8579
Si, 10.7342, -5.695, 17.9804
Si, 5.1975, 7.017, 16.6126
Si, 5.1789, 12.2865, 10.4735
Si, 11.5944, 11.5737, 20.0396
Si, 4.0139, 9.6356, 11.6615
Si, -0.2114, 8.8455, 19.3922
Si, 2.5216, 4.3132, 13.5769
Si, 2.18, 6.2636, 16.0031
Si, 1.0316, 8.9363, 16.733
O, 2.1893, -2.6779, 9.3507
O, 6.1598, 8.8648, 20.3751
O, 9.2191, 2.804, 10.0804
O, -0.2751, 10.4801, 19.2862
O, 1.0914, 8.3201, 20.2138
O, -2.8617, 2.2993, 20.0215
O, 2.3889, 2.9524, 14.449
O, -0.1129, 4.8772, 10.7542
O, -1.0132, 2.9041, 12.493
O, 9.5421, 4.1191, 21.0546
O, 5.7746, 4.86, 11.3523
O, 14.5589, 8.7845, 19.9622
O, 3.7051, -5.9662, 21.6199
O, 9.9075, 9.2988, 13.4347
O, 5.8767, 3.8751, 20.5341
O, 5.1138, 7.9957, 17.9377
O, 8.6718, -11.2559, 15.4194
O, 9.3261, -5.5032, 17.1202
O, 13.1625, -1.1491, 17.4531
O, 13.5521, 3.5919, 19.6567
O, 1.9931, 5.5337, 14.5421
O, 5.7631, 11.492, 20.2205
O, 6.5951, -4.7632, 16.7914
O, 10.601, 1.6321, 20.9176
O, -2.5911, 4.8761, 11.4466
O, 4.2347, -2.7904, 10.9954
O, 2.3793, 6.1147, 10.795
O, 12.7914, -0.1748, 20.8626
O, 7.037, 6.8006, 10.1334
O, 22.1065, -2.0659, 11.1025
O, 4.0704, 4.6043, 13.2068
O, 4.7169, 14.0186, 15.7569
O, -0.0385, -2.6065, 17.8378
O, 6.0682, 13.2525, 18.3487
O, -0.5494, 6.2944, 22.2535
O, 2.4999, 14.2212, 17.1166
O, -2.9681, -0.4538, 21.3703
O, 5.0591, 10.7806, 11.1243
O, 1.0909, 5.7483, 17.1176
O, -4.4756, 10, 14.1298
O, 1.1287, 4.5543, 21.5405
O, -4.0721, -0.2737, 17.9037
O, -8.4217, 10.1529, 11.2252
O, 6.6387, 1.4058, 15.3909
O, 3.7545, 6.1855, 16.5191
O, 4.2823, 11.2913, 18.1104
O, 6.3129, 3.3848, 13.6081
O, 5.3833, 7.7426, 15.1423
O, 0.2522, 9.9361, 15.7454
O, 12.6763, 7.8189, 15.7895
O, -0.3624, 11.8095, 14.005
O, 6.7431, 1.6274, 10.0534
O, -0.2464, -5.0263, 19.5087
O, -2.8844, 22.9136, 13.1996
O, 5.1627, 6.4648, 20.0402
O, 1.7896, 4.0036, 12.1526
O, -6.5435, 9.9306, 15.8484
O, 9.4144, -2.452, 20.2922
O, -3.5564, 3.8592, 15.9848
O, -6.8194, 9.3681, 13.2661
O, 4.7424, 2.4404, 11.6281
O, 2.8591, 0.9904, 15.9628
O, 9.875, 0.237, 11.5305
O, 8.557, 8.7742, 11.1928
O, 7.4969, 4.5062, 18.6148
O, 1.3876, 12.3948, 18.8386
H, -3.2583, 0.0714, 17.5091

Results
free energy: -131014.422 eV
free energy less fixed offsets of H -15.97, N -385.13, O -568.88, Si -635.61 eV per atom: 2.088 eV

Forces (eV/angstrom), in the order of the atoms: element, x, y, z
Si, 0.0171, -0.0203, 0.0221
Si, -0.0233, 0.0048, -0.0099
Si, 0.0156, -0.0096, 0.0291
Si, -0.0089, 0.0157, -0.0036
Si, -0.0028, 0.0271, 0.0163
Si, -0.0037, -0.0128, 0.0156
Si, -0.0246, 0.0166, 0.0057
Si, -0.0169, -0.0476, 0.0132
Si, 0.0089, 0.0009, -0.0113
Si, -0.0004, 0.0043, -0.0031
Si, -0.0017, -0.0153, -0.0248
Si, -0.0079, -0.0153, -0.0046
Si, -0.0074, -0.0026, -0.0148
Si, 0.0225, -0.0045, -0.0245
Si, 0.0027, 0.0103, -0.0061
Si, 0.0174, 0.0117, -0.0118
Si, -0.0029, -0.0135, 0.0072
Si, 0.001, -0.0074, 0.0039
Si, 0.0017, 0.0051, -0.005
Si, 0.0004, 0.0049, 0.0215
Si, 0.0012, 0.0056, 0.0051
Si, -0.0046, 0.0084, 0.0214
Si, -0.0019, 0.0005, 0.0198
Si, -0.0052, -0.0002, 0.006
Si, -0.2673, 0.1265, 0.1752
Si, 0.1108, 0.2896, -0.4598
Si, 0.1834, -0.1248, -0.7769
Si, -0.0093, -0.201, 0.3991
Si, -0.2484, -0.2245, -0.4659
Si, 0.2311, -0.1664, 0.7194
Si, 0.1532, 0.0944, 0.5641
Si, -0.214, -0.0701, -0.2004
Si, -0.0219, -0.0839, 0.0002
Si, -0.097, -0.0991, 0.0018
Si, 0.0851, -0.0079, 0.0234
Si, -0.0178, 0.0391, 0.0259
Si, -0.1358, 0.0581, 0.042
Si, 0.0227, -0.0329, -0.0117
Si, -0.0198, 0.0669, 0.03
Si, 0.043, -0.0256, -0.0121
Si, -0.0319, 0.0076, 0.0003
Si, 0.0644, -0.0049, -0.0425
Si, -0.0289, 0.0416, 0.0158
Si, 0.0178, -0.0543, -0.0196
Si, 0.0493, -0.025, -0.0277
Si, 0.0017, 0.019, 0.0003
Si, 0.0326, -0.038, -0.0139
Si, -0.0364, 0.0458, 0.0007
Si, 0.048, -0.0524, -0.0205
Si, -0.0653, 0.0052, 0.031
Si, -0.0824, 0.036, 0.0316
Si, 0.0335, -0.0374, 0.0185
Si, -0.0444, 0.0672, 0.0182
Si, 0.0842, -0.0308, -0.0202
Si, -0.0311, -0.0258, 0.0074
Si, -0.0123, 0.0401, 0.0362
Si, -0.1149, -0.0756, -0.0526
Si, 0.0457, -0.0158, 0.0037
Si, 0.1308, 0.0213, 0.0133
Si, 0.027, 0.0832, -0.0253
Si, 0.0514, -0.0474, 0.0013
Si, -0.1352, 0.0129, -0.0561
Si, 0.0224, 0.1067, -0.0189
Si, 0.1096, -0.0283, 0.0419
Si, 0.258, 0.2763, -0.3342
Si, -0.454, 0.0152, 0.3433
Si, 0.0117, -0.022, -0.3736
Si, 0.148, 0.1212, 0.4392
Si, 0.1334, 0.3137, 0.4834
Si, -0.1222, -0.0954, -0.2996
Si, 0.0137, 0.0147, 0.6012
Si, 0.0341, -0.2696, -0.7422
Si, 0.0142, 0.0002, -0.0149
Si, 0.0102, -0.0096, 0.0027
Si, 0.0129, -0.0027, -0.0186
Si, -0.0039, -0.0149, -0.004
Si, 0.007, -0.0061, -0.0081
Si, -0.0045, -0.0029, -0.0343
Si, 0.0089, 0.0051, -0.004
Si, -0.0111, -0.0181, -0.0357
Si, -0.0591, -0.0065, 0.032
Si, -0.0054, 0.0287, 0.0139
Si, 0.0221, 0.019, 0.0052
Si, -0.0187, -0.0036, 0.0181
Si, 0.0038, -0.0007, 0.0107
Si, 0.0295, 0.0524, 0.0504
Si, -0.0263, 0.0061, 0.0286
Si, -0.0163, -0.011, 0.0063
Si, 0.0015, 0.0458, -0.0418
Si, -0.0175, -0.0648, -0.0254
Si, 0.005, -0.0392, -0.0259
Si, -0.004, 0.0062, -0.0182
Si, 0.0112, -0.0025, -0.01
Si, -0.0351, -0.0605, -0.0529
Si, 0.063, 0.0467, -0.0546
Si, 0.0356, 0.0083, -0.0093
N, 0.0123, -0.0019, 0.0312
O, -0.0101, 0.0035, 0.0061
O, 0.0076, 0.0038, 0.0242
O, -0.0027, -0.0113, 0.0482
O, 0.019, -0.0143, 0.0519
O, -0.0076, 0.016, 0.0361
O, 0.0097, 0.0232, 0.0284
O, -0.0124, 0.0083, 0.0092
O, 0.0062, 0.0098, -0.0105
O, 0.0082, 0.0064, -0.0268
O, 0.0024, 0.0015, -0.0218
O, -0.0076, 0.0034, -0.0238
O, -0.0183, -0.0038, -0.0125
O, 0.0013, 0.0018, -0.0019
O, 0.0025, -0.0016, -0.0132
O, 0.0091, 0.0006, -0.0131
Si, -0.006, 0.0031, -0.0151
Si, 0.0053, 0.0075, -0.013
Si, 0.0036, -0.0152, -0.0052
Si, 0.0007, 0.005, -0.0029
Si, -0.0041, 0.0051, -0.0016
Si, 0.0015, -0.0005, 0.0127
Si, -0.0037, 0.0062, 0.0245
Si, 0.0057, 0.008, 0.0084
Si, 0.0004, 0.0013, -0.0047
Si, -0.0076, 0.0119, -0.0166
Si, -0.0022, -0.0144, -0.0208
Si, -0.0009, -0.0019, -0.0015
Si, -0.0062, 0.0014, 0.0273
Si, 0.0029, -0.0007, -0.0032
Si, -0.0055, 0.0008, 0.009
Si, 0.0101, -0.0003, -0.0148
Si, 0.0038, -0.0077, 0.0259
Si, 0.0117, -0.0001, -0.004
Si, -0.0007, 0.0012, 0
Si, 0.0036, -0.0103, -0.0081
Si, -0.0038, 0.0011, -0.0027
Si, 0.0001, -0.002, -0.0045
Si, 0.0003, -0.0028, 0.0217
Si, 0.0048, 0.0033, -0.0033
Si, 0.004, -0.0052, 0.0013
Si, 0.004, -0.0073, -0.0068
Si, 0.0043, -0.0022, -0.0016
Si, 0.0027, 0.0018, 0.0178
Si, 0.0004, -0.0004, -0.0004
Si, 0.0015, 0.001, -0.0015
Si, -0.0075, -0.0009, -0.0193
Si, 0.0032, 0.0061, 0.0088
Si, 0.0029, -0.0001, 0.003
Si, -0.0045, -0.001, 0.0017
Si, -0.0015, 0.0014, -0.004
Si, -0.0013, -0.0021, -0.0031
Si, 0.0005, 0.0007, -0.0064
O, 0.0027, -0.0005, -0.0015
O, -0.0004, -0.0024, -0.0047
O, -0.0158, 0.001, 0.0022
O, -0.0015, -0.0035, -0.0034
O, -0.0012, -0.0018, -0.0039
O, 0.0043, 0.0023, 0
O, -0.0005, -0.0003, 0.0014
O, -0.0139, -0.0091, 0.0049
O, 0.002, -0.0059, 0.0029
O, 0.0021, -0.0077, -0.0034
O, -0.0017, -0.0026, 0.0033
O, -0.0004, -0.0002, 0.0004
O, 0.0024, 0.0006, -0.0068
O, 0.0015, 0.0051, 0.0044
O, 0.0034, 0.0027, -0.0103
O, 0.0008, -0.0044, -0.0053
O, 0.0017, -0.0018, 0.0006
O, -0.0008, -0.0005, 0.0006
O, -0.0023, -0.0003, 0.0009
O, -0.0038, 0.0053, -0.0184
O, 0.001, -0.0008, 0.0026
O, 0.0035, -0.0008, -0.0088
O, 0.0006, 0.0005, 0.0012
O, 0.0036, 0.0001, -0.0067
O, 0.0071, -0.003, 0.0013
O, 0.001, 0.0067, 0.0024
O, -0.0047, 0.0012, 0.0007
O, -0.0018, -0.0012, -0.0062
O, 0.0013, -0.0009, 0.0037
O, -0.0078, -0.001, 0.0064
O, -0.0012, -0.0002, -0.0004
O, 0.0006, -0.0014, 0.0014
O, 0.0025, -0.0001, -0.0026
O, 0.0016, -0.0019, 0.0004
O, 0.003, -0.0078, -0.0191
O, -0.0024, -0.0036, 0.0043
O, -0.005, -0.007, -0.0026
O, -0.0007, -0.0034, -0.0001
O, 0.0021, 0.0005, -0.001
O, 0.0005, -0.0002, 0.0025
O, 0.0019, 0.0031, -0.0023
O, -0.0461, -0.0201, 0.0074
O, 0.0005, 0.0016, -0.0004
O, 0.0021, -0.0022, -0.0001
O, -0.0018, 0, 0.0011
O, -0.0025, -0.0021, -0.0063
O, 0.0005, -0.0005, 0.0032
O, -0.0006, 0.0046, -0.002
O, -0.0046, 0.0009, -0.0031
O, 0.0005, 0.0003, 0.0017
O, 0.0024, 0.0009, -0.0003
O, 0.0023, 0.0081, -0.0081
O, 0.001, -0.0013, -0.0079
O, 0.0049, -0.0013, -0.0035
O, 0.0013, 0.0046, -0.0046
O, -0.0001, -0.0004, 0.0054
O, -0.0073, 0.0052, 0.0032
O, 0.0031, -0.0012, -0.0068
O, 0, 0.0005, 0.0026
O, 0.0055, -0.0024, 0.0073
O, 0.0017, 0.0019, 0.0009
O, 0.0018, -0.0057, 0.0047
O, -0.001, 0.0026, 0.0015
O, 0.0059, 0.0086, 0.0077
O, 0.0014, 0.0002, -0.0027
O, 0.0009, 0.0018, -0.0009
H, 0.0469, 0.0188, -0.0104

The program warned: the cutoff lies below the one the program advises for these potential files; the forces do not sum to zero within the program's tolerance; the exchange-correlation potential is rough where the density is thin.
